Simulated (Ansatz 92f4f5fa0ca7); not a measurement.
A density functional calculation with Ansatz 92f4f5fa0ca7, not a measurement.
Periodic cell of 237 atoms, Si147O90, from a study of silicon, its oxide and their interface. The atomic structure is a simulated model.

Settings
functional: PBE
potential files: Ansatz PAW
basis: plane waves
wave-function cutoff: 700 eV
density cutoff ratio: 5
exchange-correlation grid ratio: 1
k mesh: 2 x 2 x 1, shifted by 0.5 0.5 0.5 of a step
self-consistency stop: 5e-08 eV per atom in the density residual
occupations: fixed
spin: none
net charge: 0

Cell vectors (angstrom)
a	11.6015	0	0
b	0	10.938	0
c	0	0	33.0088

Atoms: element, x, y, z (angstrom)
Si	-0.0181	0.0972	24.2038
Si	4.1594	0.0029	24.1463
Si	7.7077	-0.1007	24.4793
Si	2.0828	1.23	24.1915
Si	5.9551	1.4663	24.5294
Si	9.5501	1.3694	24.2786
Si	0.308	5.523	24.2485
Si	3.9328	5.514	24.4505
Si	7.9026	5.5899	24.3499
Si	2.1259	7.0243	24.3539
Si	5.9091	6.8258	24.3291
Si	9.8975	6.8696	24.129
Si	2.0321	2.6617	26.1877
Si	5.8854	2.8483	26.3879
Si	9.7276	2.7459	26.2242
Si	0.1004	4.0874	26.1761
Si	3.9118	4.1225	26.3503
Si	7.8469	4.1823	26.285
Si	2.0022	8.3818	26.2448
Si	5.8329	8.1684	26.2873
Si	9.808	8.1497	26.1917
Si	0.0193	9.6828	26.2074
Si	3.9883	9.6519	26.19
Si	7.8194	9.4361	26.3234
Si	0.0369	0.0267	28.1854
Si	3.9308	0.0268	28.1656
Si	7.8042	-0.015	28.1759
Si	1.9816	1.3672	28.1695
Si	5.8741	1.3624	28.2096
Si	9.7156	1.3857	28.1701
Si	0.0689	5.4461	28.1456
Si	3.8688	5.5108	28.2294
Si	7.7999	5.5095	28.2118
Si	1.9549	6.8945	28.1367
Si	5.8287	6.8137	28.2049
Si	9.7535	6.8294	28.1651
Si	1.9336	2.7345	30.1095
Si	5.8008	2.7345	30.1095
Si	9.6679	2.7345	30.1095
Si	0	4.1018	30.1095
Si	3.8672	4.1018	30.1095
Si	7.7343	4.1018	30.1095
Si	1.9336	8.2035	30.1095
Si	5.8008	8.2035	30.1095
Si	9.6679	8.2035	30.1095
Si	0	9.5708	30.1095
Si	3.8672	9.5708	30.1095
Si	7.7343	9.5708	30.1095
Si	0	0	32.0431
Si	3.8672	0	32.0431
Si	7.7343	0	32.0431
Si	1.9336	1.3673	32.0431
Si	5.8008	1.3673	32.0431
Si	9.6679	1.3673	32.0431
Si	0	5.469	32.0431
Si	3.8672	5.469	32.0431
Si	7.7343	5.469	32.0431
Si	1.9336	6.8362	32.0431
Si	5.8008	6.8362	32.0431
Si	9.6679	6.8362	32.0431
Si	1.9336	2.7345	0.9679
Si	5.8008	2.7345	0.9679
Si	9.6679	2.7345	0.9679
Si	0	4.1018	0.9679
Si	3.8672	4.1018	0.9679
Si	7.7343	4.1018	0.9679
Si	1.9336	8.2035	0.9679
Si	5.8008	8.2035	0.9679
Si	9.6679	8.2035	0.9679
Si	0	9.5708	0.9679
Si	3.8672	9.5708	0.9679
Si	7.7343	9.5708	0.9679
Si	-0.0388	-0.0048	2.9061
Si	3.8256	0.0183	2.9303
Si	7.6754	-0.0016	2.8553
Si	1.8808	1.3906	3.0111
Si	5.75	1.3804	2.8849
Si	9.6209	1.3367	2.8297
Si	-0.0071	5.4629	2.8938
Si	3.7904	5.4032	2.9462
Si	7.6617	5.4827	2.9119
Si	1.914	6.8199	2.8506
Si	5.7032	6.7907	2.8823
Si	9.6391	6.7904	2.9246
Si	1.8182	2.6336	5.1148
Si	5.6944	2.7536	4.8037
Si	9.5739	2.89	4.579
Si	-0.0613	4.1239	4.8386
Si	3.7231	4.0608	4.9492
Si	7.6263	4.1771	4.8802
Si	1.927	8.2614	4.6983
Si	5.7117	8.0868	4.8384
Si	9.6248	8.0952	4.9042
Si	-0.0785	9.5263	4.8074
Si	3.8613	9.595	4.8804
Si	7.669	9.3648	4.6138
Si	-0.2926	0.0031	6.6965
Si	3.8345	-0.1096	6.9705
Si	7.6648	-0.0807	6.3314
Si	1.7453	1.058	7.1655
Si	5.7698	1.2664	6.6317
Si	9.4705	1.4225	6.3099
Si	-0.1111	5.5811	6.7229
Si	3.7352	5.4212	6.9304
Si	7.6712	5.4306	6.9781
Si	1.7948	6.9203	6.5889
Si	5.6911	6.725	6.8308
Si	9.5125	6.9609	7.078
O	5.6451	7.7075	8.1779
O	7.6806	4.4168	8.331
O	10.7069	10.1891	8.0603
O	9.092	2.294	7.6904
O	7.9294	10.0827	7.7902
O	9.3782	7.9963	8.4298
O	1.4698	8.1148	7.7549
O	6.2765	2.24	7.8907
O	0.3263	4.5893	8.0089
O	4.0174	9.8228	8.2971
O	3.886	4.4544	8.3093
O	1.4565	1.4408	8.7818
O	2.2743	7.8601	22.8955
O	6.317	2.4168	23.2007
O	-0.0866	10.0336	22.8833
O	2.1169	2.2107	22.8566
O	3.5897	4.4438	23.2118
O	4.7287	10.1037	22.7828
O	9.0478	2.3249	22.9861
O	5.906	7.7367	22.9363
O	9.8583	7.92	22.8163
O	7.7924	4.6636	22.9836
O	7.4033	9.9911	23.0518
O	0.8524	4.5564	22.9731
Si	1.65	7.8044	9.3515
Si	0.8839	1.446	15.4529
Si	3.1147	5.3234	17.0899
Si	2.254	3.7937	22.5243
Si	6.4033	-4.1145	13.6583
Si	0.5586	5.0058	9.5724
Si	13.5085	7.901	21.2994
Si	-0.5602	2.989	11.3966
Si	-1.4239	4.8211	16.6005
Si	7.586	2.9883	16.7789
Si	1.8819	9.6964	11.6913
Si	-0.8559	8.9707	21.9121
Si	-0.4836	14.7276	19.1117
Si	7.0921	8.9167	19.2896
Si	0.4077	11.862	18.5522
Si	-0.1261	3.9558	14.2194
Si	-3.1592	7.0353	17.5693
Si	4.8895	9.2075	12.0106
Si	4.8509	-1.2752	17.326
Si	6.0988	9.2559	22.3702
Si	11.8022	-1.4625	14.3779
Si	2.7463	3.5478	14.5063
Si	2.0095	1.605	10.3275
Si	8.682	0.9688	10.7516
Si	3.5179	4.0404	9.8542
Si	6.2694	12.0382	12.6236
Si	6.9082	11.2456	15.4527
Si	2.2877	8.2586	16.5393
Si	7.7214	2.7751	8.4477
Si	5.2014	4.1214	12.4058
Si	5.9992	5.4465	16.4314
Si	4.5471	8.4817	9.0887
Si	7.6509	3.1046	22.5621
Si	-2.1971	10.7794	19.6067
Si	1.9198	-5.8662	19.9708
Si	9.2663	9.6519	8.6257
Si	8.3524	2.7601	19.7286
Si	2.5123	9.8373	19.1037
Si	8.6734	8.6398	14.8759
O	6.4066	9.0905	20.7671
O	7.8587	10.0653	14.8322
O	10.9472	4.2617	10.3657
O	-2.6824	14.7596	16.381
O	-0.8224	16.0832	15.1065
O	3.0366	4.1428	15.9869
O	3.9105	10.3991	18.4554
O	5.7837	-4.5594	15.1065
O	-0.304	15.0196	17.5158
O	3.2736	9.033	12.2332
O	6.2035	1.1103	14.2378
O	7.7659	0.7146	12.0752
O	1.2807	9.0263	10.3306
O	11.8945	4.9428	19.9449
O	9.0253	10.4285	10.0725
O	-8.3293	7.4899	9.4784
O	2.3144	1.9579	14.7719
O	2.7551	9.0661	20.5246
O	7.3961	3.1478	20.9657
O	2.2736	0.2598	11.1945
O	-0.2049	2.6109	15.1421
O	3.4238	2.4196	10.1343
O	4.5748	4.6092	10.9611
O	9.5594	14.7853	19.5652
O	5.2856	10.7839	12.2122
O	6.313	3.8435	16.1645
O	6.223	5.3888	12.8079
O	-1.7796	6.1802	17.4372
O	4.0166	3.8447	13.5264
O	10.0814	1.7114	11.125
O	-0.9221	3.6488	12.842
O	2.3065	6.6347	16.5627
O	2.4935	3.891	20.9253
O	5.586	8.08	12.9835
O	1.7953	8.8426	17.9966
O	-1.3445	8.8839	14.4477
O	4.6827	5.6462	17.3529
O	1.4355	4.3123	13.8719
O	2.5067	4.8086	18.4922
O	-3.0341	8.2071	16.4465
O	-1.7775	9.7908	20.8451
O	0.2981	8.1407	21.1061
O	-4.3554	5.9974	17.2801
O	1.5304	11.0825	19.4272
O	5.7209	-0.2527	16.4218
O	5.9044	2.6467	12.1797
O	13.9401	6.5139	20.5743
O	-0.9715	10.9541	18.5229
O	0.9511	2.3959	11.2863
O	0.5795	6.6286	9.7452
O	7.7572	12.4049	16.2198
O	8.0302	10.2112	18.9324
O	1.2375	8.6622	15.3563
O	-3.768	13.0334	9.9156
O	5.9077	-2.2015	18.17
O	5.3017	8.8742	10.4661
O	7.9276	7.4684	13.939
O	1.0055	1.1827	17.057
O	11.7496	2.3109	19.3606
O	3.8328	8.8199	16.3368
O	0.2656	11.0398	14.8005
O	7.4303	2.8092	18.3949
O	-3.4773	-3.2933	19.062
O	2.0215	4.6034	10.1399
O	0.7424	9.4594	12.8311
O	9.0171	1.3272	20.1201

Results
free energy: -144651.273 eV
free energy less fixed offsets of O -569.03, Si -635.61 eV per atom: -3.903 eV

Forces (eV/angstrom), in the order of the atoms: element, x, y, z
Si	-0.0173	-0.0111	-0.0019
Si	0.1381	-0.0642	0.0096
Si	-0.0934	-0.0382	-0.0735
Si	-0.004	0.0216	0.0156
Si	0.1095	0.0482	-0.0668
Si	-0.1075	0.0495	0.0172
Si	0.1179	-0.0585	0.002
Si	-0.0958	-0.0654	-0.0081
Si	-0.0335	-0.0258	-0.0345
Si	0.0037	0.0262	-0.1019
Si	-0.024	0.05	-0.0213
Si	-0.0133	0.0696	0.0084
Si	0.0296	-0.0683	-0.0308
Si	-0.0068	-0.0629	-0.0139
Si	-0.0131	-0.0709	-0.019
Si	-0.0007	0.0967	-0.0156
Si	-0.0213	0.0642	-0.0267
Si	0.0299	0.049	-0.0313
Si	-0.0092	-0.0911	0.0096
Si	-0.0623	-0.0531	-0.0312
Si	0.0662	-0.0574	-0.0257
Si	-0.0549	0.0551	-0.0239
Si	0.0679	0.0509	-0.0242
Si	0.0131	0.0847	-0.009
Si	-0.0187	-0.0457	0.0106
Si	-0.0163	-0.0344	0.0025
Si	0.0008	-0.0371	0.0045
Si	-0.0021	0.0371	0.0217
Si	-0.01	0.0318	-0.0039
Si	-0.004	0.0373	-0.001
Si	-0.0024	-0.0329	0.0066
Si	-0.0104	-0.0414	-0.0026
Si	-0.0064	-0.0347	0.019
Si	-0.0079	0.0418	0.0007
Si	-0.0013	0.0387	0.0063
Si	0.015	0.0414	0.0051
Si	0.0409	0.0363	-0.0038
Si	0.1249	0.0034	0.1743
Si	-0.0105	-0.0044	-0.0212
Si	0.1186	0.0263	-0.095
Si	-0.0887	0.0122	0.1922
Si	0.0852	0.0303	0.0904
Si	-0.0485	0.0319	-0.0664
Si	0.0229	0.031	0.0553
Si	0.1476	0.0165	-0.1068
Si	0.0275	0.0633	0.0077
Si	0.0649	0.0376	-0.158
Si	0.0759	0.0451	0.0453
Si	0.0061	0.0001	-0.0345
Si	-0.0113	0.0583	0.0095
Si	0.0025	-0.0942	-0.0626
Si	-0.0099	-0.1241	0.0523
Si	-0.0091	0.0749	0.0312
Si	0.0173	0.0917	-0.0469
Si	-0.0059	0.0162	-0.0133
Si	0.0109	-0.0084	0.0656
Si	0.0045	0.0042	0.0301
Si	0.008	0.0307	-0.0442
Si	-0.0023	0.0297	0.0151
Si	-0.0056	-0.0565	-0.0029
Si	-0.0336	-0.1021	0.4182
Si	-0.0242	0.0051	-0.1743
Si	-0.0544	-0.0191	-0.4127
Si	0.042	-0.0744	-0.0285
Si	-0.1056	-0.1144	0.1184
Si	-0.0722	-0.0002	0.1586
Si	0.0277	0.0306	-0.2791
Si	-0.1702	-0.0823	0.0727
Si	-0.0042	-0.0812	0.3055
Si	-0.0043	0.0322	0.0009
Si	-0.0673	0.1057	0.1633
Si	-0.0703	-0.017	-0.3099
Si	0.0251	-0.024	-0.0113
Si	0.0044	-0.0498	-0.0218
Si	-0.0138	-0.0548	0.0149
Si	-0.0074	0.0456	-0.024
Si	0.0044	0.0329	0.009
Si	0.0147	0.0538	0.0189
Si	0.0068	-0.0279	0.0064
Si	0.0022	-0.0393	0.0136
Si	0.0102	-0.002	-0.0264
Si	0.0113	0.0499	0.0089
Si	-0.005	0.0257	-0.0229
Si	0.0074	0.0177	-0.0332
Si	0.0134	-0.0801	0.0186
Si	-0.0129	-0.0709	0.0112
Si	0.001	-0.0776	0.0151
Si	0.0099	0.0566	0.0095
Si	-0.025	0.0922	0.004
Si	0.0082	0.0379	0.0463
Si	0.0205	-0.0781	-0.0002
Si	-0.0338	-0.0553	0.0322
Si	0.0058	-0.0358	0.0426
Si	-0.035	0.0535	0.0243
Si	0.0042	0.0593	0.0218
Si	-0.0099	0.0842	-0.0003
Si	-0.1358	-0.0323	-0.0318
Si	0.0635	-0.0416	0.0072
Si	0.0665	-0.0317	0.0545
Si	-0.0242	0.0611	-0.0368
Si	0.0905	0.0446	0.0036
Si	-0.0608	0.0247	0.0565
Si	0.0198	-0.0261	0.0208
Si	-0.025	-0.0143	-0.0122
Si	-0.0036	-0.0715	0.0326
Si	0.0323	0.0178	0.0509
Si	0.0189	0.0588	0.0098
Si	0.0161	0.0545	0.0077
O	-0.0396	0.0293	-0.0004
O	-0.0071	-0.0125	-0.0417
O	-0.0082	-0.0398	0.0194
O	-0.0116	0.0213	-0.0058
O	0.0234	-0.0169	-0.0146
O	0.0163	-0.0108	-0.0561
O	0.0416	0.0145	0.0203
O	-0.0044	0.0144	-0.0211
O	-0.0474	-0.021	0.0369
O	-0.0002	-0.0485	0.0003
O	-0.0317	-0.0151	-0.0003
O	0.0325	0.0171	0.0093
O	-0.0236	0.0122	-0.0274
O	0.0032	0.0052	0.026
O	-0.0327	-0.0565	-0.0176
O	0.0075	0.0548	0.0133
O	-0.023	-0.0012	0.0219
O	0.0152	-0.0212	0.0135
O	-0.0165	0.0225	0.0148
O	-0.0037	0.0294	0.0198
O	0.0421	0.0372	-0.0061
O	0.0165	-0.0361	0.0253
O	-0.0213	-0.0077	0.0171
O	0.0076	-0.0247	0.017
Si	0.0009	-0.006	-0.0174
Si	0.0007	-0.0067	0.0049
Si	-0.0086	-0.0004	0.0022
Si	0.0032	-0.0257	-0.0018
Si	0.0017	0.0017	0.0229
Si	-0.0092	-0.0046	-0.0079
Si	-0.0015	0	0.016
Si	-0.0022	0.0058	0.0197
Si	0.007	0.0022	-0.0038
Si	-0.0037	-0.0055	0.0001
Si	-0.0053	-0.0042	0.0077
Si	0.0081	-0.0039	0.0117
Si	-0.0004	0.0025	-0.0098
Si	-0.0069	0.0025	0.0028
Si	0.0001	-0.0053	-0.0067
Si	-0.0063	0.0022	-0.0058
Si	0.0002	0.0069	0.0045
Si	-0.0085	-0.0074	0.0001
Si	-0.0013	-0.0023	0.0004
Si	-0.0083	-0.0205	-0.0113
Si	0.0023	-0.0029	-0.0013
Si	0.0039	0.0001	0.0024
Si	0.0092	0.0127	0.0067
Si	-0.0038	-0.0059	0.004
Si	0.0074	0.0053	0.0142
Si	0.0095	-0.0062	0.0116
Si	-0.0035	0.0027	0.0028
Si	-0.0035	-0.0006	0.0047
Si	0.0043	0.0042	0.0021
Si	-0.0058	0.0034	0.0051
Si	-0.005	0.0022	-0.0002
Si	-0.0052	-0.0277	-0.0152
Si	0.002	0.0158	-0.005
Si	-0.0042	-0.0057	-0.0085
Si	0.0165	0.0118	-0.0057
Si	0.0057	0.0123	0.0018
Si	-0.0142	-0.0013	0.0031
Si	-0.001	-0.0025	-0.0052
Si	0.0035	0.0003	0.004
O	0.0139	0.005	-0.0199
O	-0.0095	0.0033	0.0037
O	0.0255	-0.0297	0.0134
O	-0.003	0.0017	0.0171
O	0.0058	-0.0288	0.0064
O	-0.007	0.0124	-0.013
O	-0.0136	-0.029	-0.0091
O	0.0203	-0.0005	0.0061
O	-0.02	0.0005	0.0114
O	0.0111	0.0108	-0.0241
O	0.0113	-0.0155	-0.0073
O	-0.0192	0.0084	-0.009
O	0.02	-0.0053	0.004
O	0.0206	-0.0186	-0.0052
O	0.0038	0.0287	0.0065
O	0.0136	0.0435	-0.0038
O	-0.028	0.02	0.0056
O	-0.0228	-0.0081	-0.009
O	0.0232	-0.0116	-0.0096
O	0.0075	-0.0024	-0.0157
O	0.0335	0.0112	-0.0202
O	-0.0318	0.0031	-0.0023
O	-0.0031	-0.0246	0.008
O	0.0081	-0.0211	-0.0066
O	0.0097	0.0009	-0.0017
O	0.0159	0.0129	0.0169
O	-0.0166	-0.004	-0.0198
O	-0.0143	-0.0151	-0.0132
O	-0.0056	0.0027	-0.0082
O	-0.0067	0.0147	-0.0081
O	0.0309	-0.0085	0.0028
O	0.0216	-0.0029	0.015
O	-0.0234	0.036	-0.0028
O	0.0087	-0.0071	-0.0199
O	0.0342	0.0077	-0.0156
O	-0.0014	0.008	0.0019
O	-0.0065	-0.0097	-0.0201
O	-0.0148	-0.0329	0.023
O	-0.004	0.0222	0.0024
O	-0.0068	-0.0177	-0.0064
O	0.0059	0.0116	-0.0101
O	0.0252	0.0113	0.04
O	-0.005	0.014	-0.0136
O	-0.0049	-0.011	-0.0202
O	0.0119	-0.0089	-0.0075
O	-0.0067	0.0035	-0.004
O	-0.0263	-0.0308	0.0038
O	0.0101	0.0227	0.0284
O	-0.0141	0.0202	-0.0248
O	-0.0017	-0.0025	-0.0245
O	-0.0108	0.0001	-0.0027
O	0.0019	-0.0134	0.0222
O	-0.0082	0.0139	-0.004
O	0.0156	-0.0175	0.0025
O	0.0071	0.0198	0.0042
O	-0.0249	-0.0021	0.0046
O	-0.0123	0.0166	0.0164
O	-0.0171	0.0077	-0.0019
O	-0.0106	0.0068	-0.0144
O	-0.0159	0.0064	0.0253
O	0.0095	-0.0041	0.0041
O	0.0206	0.0085	-0.015
O	-0.0065	0.0025	-0.0195
O	0.0061	-0.0164	-0.0246
O	0.0042	-0.0041	0.0149
O	-0.0012	0.001	-0.0084

The program warned: the cutoff lies below the one the program advises for these potential files; the exchange-correlation potential is rough where the density is thin.
